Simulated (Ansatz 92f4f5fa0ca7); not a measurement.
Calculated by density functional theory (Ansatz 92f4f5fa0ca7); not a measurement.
Periodic cell of 279 atoms, Si168O105H6, from a study of silicon, its oxide and their interface. The atomic structure is a simulated model.
This geometry differs little from another in the collection (a relaxation step or a small displacement).

Settings
functional: PBE
potential files: Ansatz PAW
basis: plane waves
wave-function cutoff: 700 eV
density cutoff ratio: 5
exchange-correlation grid ratio: 1
k mesh: 2 x 2 x 1, shifted by 0.5 0.5 0.5 of a step
self-consistency stop: 5e-08 eV per atom in the density residual
occupations: fixed
spin: none
net charge: 0

Cell vectors (angstrom)
a 11.6015 0 0
b 0 13.3963 0
c 0 0 30.9529

Atoms and the computed forces on them: element, x, y, z (angstrom), force x, y, z (eV/angstrom)
Si 11.6165 -0.1144 24.3377 0.0373 0.0071 -0.0026
Si 3.7126 -0.1799 24.2147 -0.0769 -0.0181 -0.0155
Si 7.7868 -0.1027 24.0738 0.026 -0.0272 -0.056
Si 2.022 3.1186 24.4184 -0.0271 -0.0057 -0.0437
Si 5.9446 3.349 24.3016 -0.0168 -0.0003 -0.0488
Si 9.8894 3.2442 24.1985 0.0528 -0.0029 -0.0302
Si 11.6616 6.5801 24.2893 -0.0212 -0.0135 -0.0443
Si 4.0057 6.564 24.1386 0.0317 0.0017 -0.0441
Si 7.7701 6.5991 24.3159 -0.0225 -0.0034 -0.0209
Si 1.8982 9.8605 24.2247 -0.0457 -0.0013 -0.041
Si 5.8195 10.0611 24.1969 0.0067 0.0066 -0.0504
Si 9.6897 9.8056 24.2478 0.0073 -0.0013 -0.0269
Si 11.6682 2.0888 25.2082 -0.0402 -0.0117 -0.0461
Si 4.0167 2.0843 25.0086 0.026 0.0117 -0.0059
Si 7.8793 2.1356 24.8961 0.003 0.0065 0.0228
Si 2.0256 5.4526 24.9215 0.0324 0.0013 0.0093
Si 5.8586 5.525 25.1615 0.0092 -0.0153 -0.0339
Si 9.7249 5.4708 25.0167 0.0054 -0.0005 -0.011
Si 11.6228 8.7794 25.1172 0.002 0.0117 -0.0216
Si 3.909 8.8269 24.9193 0.0022 -0.0076 0.0116
Si 7.7023 8.847 25.0312 -0.0156 0.0028 -0.0106
Si 1.8849 12.0887 25.1169 -0.026 -0.0022 -0.0294
Si 5.7929 12.2761 24.9393 -0.0022 0.0065 0.0182
Si 9.661 12.116 24.9329 0.0117 -0.0055 -0.0001
Si 11.6186 2.1622 27.5204 -0.0171 0.0119 0.0111
Si 3.9323 2.1502 27.3888 0.0183 -0.0001 -0.0019
Si 7.7866 2.1733 27.3185 0.0065 0.0204 -0.0152
Si 1.9843 5.5087 27.3277 0.0214 0.0151 0.0015
Si 5.8194 5.5438 27.4843 -0.0138 0.0057 0.0029
Si 9.6933 5.5093 27.3871 -0.0053 -0.0103 0.0162
Si 11.6101 8.8542 27.4561 -0.0066 0.0107 0.0077
Si 3.8767 8.8707 27.3354 0.0127 0.0173 -0.0135
Si 7.7244 8.8925 27.3991 -0.0151 0.0086 -0.0053
Si 1.9198 12.1819 27.4574 0.0008 -0.0008 0.0076
Si 5.7981 12.2644 27.3446 0.0016 0.0148 -0.0214
Si 9.6533 12.1967 27.3393 -0.005 0.0084 -0.0045
Si 1.9802 1.0457 28.1983 0.0074 0.0139 -0.0193
Si 5.8592 1.0772 28.1874 -0.0126 0.0035 -0.0101
Si 9.6675 1.0374 28.1934 -0.0104 -0.0021 -0.0243
Si 11.6405 4.4294 28.1916 -0.016 -0.0058 -0.0161
Si 3.8854 4.398 28.1895 -0.0159 0.0034 -0.0085
Si 7.7613 4.4012 28.1853 0.027 0.0011 -0.0194
Si 1.9603 7.7387 28.1779 0.0067 -0.0068 -0.0164
Si 5.7987 7.7885 28.2028 0.0048 -0.0032 -0.0136
Si 9.6557 7.753 28.1891 0.0094 0.0002 -0.0226
Si 11.5735 11.0966 28.2068 -0.0019 0.0056 -0.0246
Si 3.8879 11.1046 28.1739 0.0077 0.0003 -0.0121
Si 7.7161 11.1302 28.1743 0.0141 0.0002 -0.0076
Si 1.9336 1.1164 30.558 0.1237 -0.1011 0.0975
Si 5.8008 1.1164 30.558 0.1481 -0.0831 -0.0951
Si 9.6679 1.1164 30.558 -0.097 -0.2099 0.0332
Si 0 4.4654 30.558 0.1004 0.0566 -0.0273
Si 3.8672 4.4654 30.558 -0.0541 -0.1546 -0.0578
Si 7.7343 4.4654 30.558 0.0951 -0.2025 -0.0314
Si 1.9336 7.8145 30.558 0.1329 -0.0888 -0.0961
Si 5.8008 7.8145 30.558 -0.0554 0.0404 0.1184
Si 9.6679 7.8145 30.558 -0.05 -0.1113 -0.004
Si 0 11.1635 30.558 -0.1131 -0.0401 0.1381
Si 3.8672 11.1635 30.558 0.1025 -0.1166 -0.0738
Si 7.7343 11.1635 30.558 -0.0383 -0.0138 -0.1115
Si 0 0 0.3944 -0.1073 0.066 -0.3033
Si 3.8672 0 0.3944 0.1343 0.1448 -0.0625
Si 7.7343 0 0.3944 -0.0994 0.1453 0.1202
Si 1.9336 3.3491 0.3944 0.1038 0.1604 -0.0428
Si 5.8008 3.3491 0.3944 -0.0775 0.0949 0.1514
Si 9.6679 3.3491 0.3944 -0.1636 0.2523 0.0065
Si 0 6.6981 0.3944 -0.134 -0.1218 0.0407
Si 3.8672 6.6981 0.3944 0.0014 0.0904 0.1183
Si 7.7343 6.6981 0.3944 0.0383 0.1565 0.3093
Si 1.9336 10.0472 0.3944 0.0278 -0.1095 -0.2915
Si 5.8008 10.0472 0.3944 0.0518 0.041 0.2838
Si 9.6679 10.0472 0.3944 -0.0901 0.0758 0.0882
Si 11.5789 0.0637 2.7261 -0.0131 -0.0054 0.029
Si 3.8942 0.0515 2.7559 0.0308 0.0049 0.0196
Si 7.7016 0.0719 2.766 -0.0136 0.0062 0.008
Si 1.936 3.4185 2.7515 0.0321 0.0059 0.0182
Si 5.7614 3.4077 2.7831 0.0089 0.0035 0.0034
Si 9.6207 3.4395 2.7678 -0.0365 -0.0048 0.0202
Si 11.5558 6.7048 2.7672 0.0066 -0.0036 0.0192
Si 3.8592 6.7496 2.7756 -0.0149 -0.0125 0.014
Si 7.7188 6.7699 2.8121 0.0119 -0.004 -0.007
Si 1.9265 10.0482 2.7333 0.0103 -0.0024 0.0286
Si 5.8098 10.0986 2.795 0.0097 -0.0066 -0.0004
Si 9.6381 10.1062 2.774 -0.0278 0.0011 0.0089
Si 11.5764 2.3225 3.4335 0.015 -0.015 -0.0073
Si 3.8302 2.2773 3.605 -0.0079 -0.0101 0.0041
Si 7.6977 2.3163 3.5808 0.0046 -0.0056 -0.0082
Si 1.9156 5.6557 3.5767 0.0106 0.0017 -0.012
Si 5.7862 5.6482 3.6028 0.014 -0.0068 0.0013
Si 9.6169 5.6517 3.6911 -0.0263 -0.0043 0.0095
Si 11.5715 8.9431 3.4808 -0.0042 -0.0094 0.0013
Si 3.8687 8.9844 3.5792 -0.0003 0.0007 0.0018
Si 7.7334 9.0092 3.6777 0.0112 -0.0075 0.0021
Si 1.9313 12.3103 3.3704 -0.004 -0.0088 -0.0147
Si 5.8069 12.3249 3.6198 0.001 -0.0067 -0.0039
Si 9.6375 12.3709 3.5266 -0.0072 -0.0165 -0.002
Si 11.5795 2.397 5.7462 -0.0126 -0.0102 0.0454
Si 3.7937 2.3051 6.0017 -0.038 0.0057 -0.0214
Si 7.6573 2.3817 5.9645 -0.004 -0.0029 -0.0021
Si 1.8952 5.7101 5.9525 0.0129 0.005 0.015
Si 5.7479 5.7065 5.9883 0.0094 0.0175 0.0275
Si 9.5911 5.6944 6.1494 -0.0366 -0.0037 -0.0154
Si 11.5738 8.9781 5.8183 -0.0034 0.0094 0.0349
Si 3.8565 9.0455 5.9656 -0.0031 -0.0211 0.0087
Si 7.7618 9.101 6.1178 0.0018 -0.0069 -0.0272
Si 1.9238 12.3313 5.6685 -0.0159 -0.0047 0.0484
Si 5.81 12.3781 6.0191 0.0029 -0.0129 -0.0298
Si 9.6506 12.4843 5.8859 -0.0209 -0.007 0.0118
Si 1.7852 1.1098 6.5028 -0.048 -0.0047 0.0652
Si 5.7528 1.2221 6.7362 0.0135 0.0125 0.0178
Si 9.6712 1.3748 6.6309 0.0499 0.0155 0.0308
Si 11.5871 4.5541 6.6947 0.0331 0.0088 0.045
Si 3.8046 4.5662 6.7226 -0.0065 -0.0096 0.028
Si 7.5955 4.5714 6.9227 -0.0301 0.0048 0.044
Si 1.8985 7.9552 6.737 -0.0114 0.0034 0.044
Si 5.7892 7.9556 6.7984 -0.0056 0.0132 0.0374
Si 9.7162 7.9765 6.898 0.03 0.0157 0.0335
Si 11.5718 11.2425 6.4128 0.0006 -0.0079 0.0454
Si 3.7971 11.3117 6.6521 -0.0366 0.0276 0.0364
Si 7.8045 11.4007 6.8881 0.0397 0.0073 0.0291
H 5.7778 1.2407 8.2383 -0.0038 -0.0128 0.0001
H 3.7922 4.5681 8.2244 0.0006 -0.003 -0.0032
H 11.6939 4.3946 8.1847 -0.0056 -0.0038 -0.0003
O 1.3274 0.6996 8.0425 0.0279 -0.0042 -0.0023
O 3.4955 11.4903 8.2948 0.0385 -0.0286 0.0187
O 7.3083 4.4801 8.5947 0.022 0.0004 0.0225
O 9.9661 8.1896 8.5662 -0.0399 -0.0094 0.0124
O 5.7392 7.9406 8.479 0.0203 0.0059 0.0221
O 1.7978 7.9901 8.4028 0.0082 0.0091 0.0123
O 9.813 1.7568 8.2469 0.0067 -0.0174 -0.0044
O -0.065 11.1006 8.0482 0.0051 -0.0021 0.0001
O 7.9837 11.7001 8.53 0.0165 0.0001 0.0224
H 0.0852 -0.0297 22.8423 -0.0033 0.0029 -0.0004
H 0.022 6.6553 22.7954 0.0017 0.0062 -0.0035
H 7.6997 6.5851 22.8198 0.0049 0.0046 0.0001
O 5.8745 10.3398 22.5427 -0.0244 -0.0009 -0.0081
O 3.1421 12.9286 22.642 0.0561 0.0184 -0.0611
O 6.0175 3.7964 22.6944 0.0052 -0.0009 -0.0138
O 1.9411 2.6134 22.8467 0.012 0.0192 0.0024
O 10.2704 3.2593 22.5624 -0.0261 -0.0046 -0.0217
O 7.9009 -0.1708 22.3908 0.0047 0.0314 -0.0284
O 1.6673 9.6914 22.5717 0.0356 0.0106 -0.0176
O 4.2915 6.4513 22.4891 -0.032 0.0241 -0.0233
O 9.6893 9.4357 22.624 0.0007 0.007 -0.0092
Si 3.0587 9.707 14.2409 -0.0038 -0.0018 -0.0004
Si 10.7005 7.0658 19.1995 -0.0036 -0.0042 -0.0022
Si 5.4197 12.9147 16.762 -0.0028 -0.0004 -0.005
Si 7.3443 5.3361 9.9945 0.0047 0.0033 -0.0047
Si 8.9896 8.0641 9.8845 0.0046 -0.0013 0.0026
Si 8.78 4.6663 19.5042 -0.0029 0.0019 -0.0039
Si 2.0426 2.47 21.2536 -0.0165 -0.0014 -0.0065
Si 11.3779 9.8836 19.1226 0.0092 0.0045 -0.0065
Si 3.5063 0.1027 11.3633 0.0005 0.0016 0.0042
Si 5.2357 2.3815 15.6244 -0.0033 0.004 -0.0035
Si 10.7647 12.1239 17.0562 0.0006 -0.0035 -0.0066
Si 8.0869 3.0285 16.9746 0.0035 0.0038 -0.0032
Si 4.1896 6.9886 20.9448 -0.0097 -0.0009 0.0009
Si 6.0279 1.3968 12.709 0.0004 0.0052 0.0013
Si 6.6925 8.7286 19.8336 -0.002 0.0005 -0.0063
Si 11.5695 11.0369 9.648 0.0036 -0.0094 0.0116
Si 8.1996 0.7464 21.0681 -0.0048 0.0074 0.0043
Si 3.9556 4.1787 19.77 -0.0009 0.0001 0.0043
Si 8.4175 3.1959 11.8341 0.0036 0.0139 -0.0067
Si 0.1684 6.3139 14.3314 0.0046 -0.0005 0.0053
Si 3.1173 8.8243 17.1349 -0.0013 -0.0003 -0.0025
Si 8.6796 11.9533 9.9863 -0.0046 -0.0033 0.0026
Si 4.0041 10.8746 9.7176 0.0069 -0.0067 0.0058
Si 10.0113 1.424 9.8223 0.0059 -0.0001 0.0092
Si 5.4318 6.735 11.7956 0.0012 -0.0025 0.0046
Si 1.4688 0.5432 16.5435 0.0013 -0.0034 -0.0087
Si 5.8861 10.6413 14.8384 -0.0029 -0.0025 -0.0034
Si 1.6924 12.5818 13.761 0.0051 0.0036 0.0017
Si 8.1828 0.0836 18.0858 -0.0028 -0.0001 0.0016
Si 1.27 6.3001 17.2621 -0.0056 -0.0002 -0.0031
Si 6.1777 8.8928 9.7448 0.0028 0.0086 -0.003
Si 1.812 8.6376 9.8958 -0.0068 -0.0009 0.0088
Si 7.4318 6.9049 14.2796 -0.0043 -0.0037 0.0045
Si 6.2655 8.4388 16.7871 0.0035 -0.003 -0.0036
Si 2.3109 9.3907 21.0999 -0.0001 -0.0041 0.0108
Si 1.2312 0.4393 9.6281 -0.0019 0.001 0.0015
Si 9.4016 4.3513 14.522 0.0014 -0.0041 0.0029
Si 7.6768 12.1146 12.8456 -0.0027 -0.004 -0.0033
Si 9.7782 8.4498 12.9728 0.0002 0.0037 0.0001
Si 2.8012 3.4502 16.9596 0.0025 0.0018 -0.0072
Si 10.4347 11.4656 13.9438 0.0008 -0.002 0.0046
Si 9.6071 8.9651 21.0862 -0.0001 -0.0083 -0.0004
Si 3.1272 11.835 18.315 -0.0019 0.0016 0.004
Si 5.2115 10.8532 21.1413 -0.0046 0.017 -0.0025
Si 3.483 -0.2868 21.0424 -0.0009 0.0069 0.0301
Si 6.6086 3.5485 21.207 -0.0057 -0.0058 0.0099
Si 10.5481 2.6139 21.0788 0.0107 -0.0021 0.0004
Si 2.4173 7.2005 12.4476 -0.004 -0.0038 0.0038
O 10.0109 3.6885 19.9655 -0.0202 0.0043 0.0127
O 6.6124 2.9811 16.2701 0.0024 -0.0161 -0.002
O 9.7794 1.1718 20.9839 -0.0313 0.0234 0.01
O 4.8391 1.0012 16.413 0.0208 0.0009 -0.0092
O 3.7035 10.2369 21.0272 0.0172 0.0078 0
O 11.5246 0.1774 16.9389 0.0124 -0.0165 -0.0147
O 5.8543 5.6722 10.6075 0.0127 0.0174 0.0057
O 1.8489 2.0963 16.9218 0.018 -0.0018 -0.0086
O 7.6691 4.7151 20.7269 0.0044 -0.0283 -0.0194
O 9.1288 13.504 10.1226 0.0095 -0.0013 -0.0151
O 3.9336 3.3697 15.77 -0.0014 -0.0166 0.0153
O 2.49 11.2087 14.089 0.0013 -0.0017 -0.0084
O 0.5097 2.2857 20.7208 0.0125 0.0141 0.0152
O 2.6754 3.863 20.72 0.009 -0.0282 -0.0184
O 2.5213 9.1434 15.6628 0.0256 0.0011 0.0005
O 8.5548 1.6008 17.6125 -0.019 -0.0022 -0.0007
O 4.6861 12.2439 18.049 -0.0055 -0.0002 -0.0211
O 2.2899 7.5223 17.6743 -0.0062 0.0006 -0.0125
O 8.0006 4.0934 18.1984 0.0164 -0.0139 -0.0007
O 6.9595 10.9037 13.6586 -0.003 0.017 0.0071
O 8.3381 8.1293 13.6817 0.0141 -0.0205 -0.007
O 1.7368 7.4126 10.9727 0.0176 0.0147 0.0053
O 3.0838 1.2844 20.7703 -0.0179 0.0217 0.002
O 10.5419 11.4474 15.5802 0.006 0.0167 -0.0078
O 8.1209 4.6688 11.2492 -0.0005 -0.0354 0.0099
O 1.1654 9.7215 19.9848 -0.0271 -0.0052 -0.0006
O 6.8387 13.4643 13.1507 -0.0039 0.0055 -0.0242
O 10.5913 7.6476 20.7627 -0.0221 0.0307 -0.014
O 2.4804 13.3582 12.5962 0.0099 -0.0154 -0.0168
O 6.286 6.5518 13.1748 0.0173 0.0115 -0.0045
O 2.6786 0.8972 10.2096 -0.004 -0.0251 0.0078
O 5.6968 8.22 11.1533 0.0045 -0.0182 -0.0162
O 6.9696 8.333 18.263 -0.0181 0.0119 0.0038
O 5.5457 7.8076 20.5476 0.0052 0.0151 -0.0027
O 2.5345 8.7021 13.0859 0.0106 -0.011 0.004
O 10.2358 9.9683 13.3322 -0.003 0.0063 0.0018
O 1.9455 4.8439 16.9022 0.001 -0.0027 0.0074
O 4.6926 9.7206 14.2087 -0.0073 0.0243 0.0211
O 9.2311 3.5151 15.9129 -0.0253 0.0074 -0.0013
O 5.4753 2.15 14.0356 0.0085 -0.0129 -0.0005
O 7.6879 11.7052 11.2629 0.0127 0.0183 0.0246
O 5.2256 12.0185 15.4111 0.018 -0.0159 0.0083
O 11.5904 1.3124 10.2028 0.0003 -0.0213 -0.0238
O 3.8778 6.516 12.217 -0.0048 0.0197 -0.0085
O 2.7985 7.8487 20.8597 0.0153 0.0095 -0.0035
O 4.6634 8.3303 17.0572 0.0012 0.0179 -0.011
O 5.029 12.4956 20.9863 -0.0042 -0.0376 -0.0136
O 2.9932 10.2142 18.0233 0.0011 0.0031 -0.0139
O 9.3753 12.4274 17.8115 0.0077 0.0105 -0.007
O 0.9308 12.2845 10.0933 0.0022 0.0072 -0.015
O 10.8884 7.4698 13.6205 -0.0085 -0.0098 -0.0024
O 9.0699 3.3109 13.3138 -0.0068 0.0206 -0.0112
O 1.5434 6.2158 13.4296 -0.0041 0.0212 -0.0059
O 6.9819 12.9805 17.1314 -0.0152 0.0154 0.0042
O 6.7734 7.2882 15.7367 0.0016 0.0167 -0.0105
O 0.4713 6.7147 15.8913 0.0075 -0.0091 -0.0108
O 7.023 2.362 11.8671 0.0105 -0.0006 0.0128
O 10.8981 8.4827 18.3576 0.0125 0.0183 0.0138
O 10.0424 11.0779 10.2096 -0.0004 0.0183 -0.0181
O 8.3537 5.5936 14.525 0.01 -0.0007 -0.0086
O 0.3074 6.1222 18.5982 0.0036 0.0103 -0.0213
O 2.6814 12.3141 19.8311 0.0227 -0.0021 -0.0269
O 6.1617 10.2824 19.9388 -0.0052 -0.0277 0.0204
O 7.7902 9.1715 9.7723 -0.0075 -0.0428 0.0024
O 7.8048 13.3958 19.6752 0.0174 0.0205 -0.0099
O 6.6131 9.8757 16.0868 -0.0284 -0.0099 -0.0116
O 0.5559 9.6284 10.1827 0.0193 0.0027 -0.0239
O 11.5729 11.0464 18.0008 -0.0195 -0.0054 0.0026
O 4.1075 5.7957 19.8347 0.0022 -0.0081 0.0134
O 7.3341 2.1079 21.1985 0.0156 -0.0074 -0.0163
O 4.7937 1.0053 11.7344 0.0071 -0.0118 0.0119
O 2.32 12.7649 17.2718 -0.0028 0.0119 0.0039
O 8.2359 6.646 9.6801 -0.0064 0.0045 0.0041
O 10.9342 4.9018 14.3413 -0.0164 0.0218 0.0002
O 9.172 12.3674 13.4457 -0.0018 -0.0282 -0.0057
O 1.6757 0.2897 14.9543 -0.0168 -0.0114 0.0244
O 10.1644 10.2191 20.1756 0.0149 -0.0338 -0.0084
O 3.9739 12.0156 10.8696 -0.0147 0.0115 -0.0189
O 8.0829 8.5674 20.6648 0.0123 0.0098 -0.0105
O 9.4806 2.5834 10.7936 -0.0264 -0.0086 0.0136
O 0.1741 12.1655 13.3328 0.0024 -0.0073 0.0176
O 9.7076 8.1907 11.3463 -0.0119 0.0052 0.0092
O 5.5415 10.3741 9.558 -0.0294 -0.0224 0.0072
O 5.3481 3.4744 20.2007 -0.003 0.0203 0.0173
O 9.352 6.1394 19.0781 0.0078 -0.0181 0.013
O 3.6635 3.5224 18.3268 -0.0193 0.0074 -0.0118
O 3.1533 9.544 10.1186 -0.0129 0.0056 -0.0187

Results
free energy: -166636.937 eV
free energy less fixed offsets of H -17.10, O -569.03, Si -635.61 eV per atom: -3.707 eV

The program warned: the cutoff lies below the one the program advises for these potential files; the exchange-correlation potential is rough where the density is thin.
